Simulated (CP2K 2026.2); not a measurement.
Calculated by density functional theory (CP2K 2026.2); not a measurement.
Periodic cell of 513 atoms, Si360O153, from a study of silicon, its oxide and their interface. The atomic structure is a simulated model.
Doubt: the forces sum to 2.19 eV/angstrom along one axis rather than to zero, so they err by at least 0.0043 eV/angstrom per atom on average; the grid cutoff is modest.

Settings: functional PBE; method Gaussian and plane waves; basis set DZVP-MOLOPT-SR-GTH; pseudopotentials GTH-PBE; grid cutoff 350 Ry, relative cutoff 50 Ry; k points Gamma only; occupations fixed; spin none; net charge 0.

Cell vectors (angstrom)
a 16.32 0 0
b 0 16.32 0
c -4.933 4.4958 34.4419

Atoms and the computed forces on them: element, x, y, z (angstrom), force x, y, z (eV/angstrom)
Si 9.413 17.995 33.039 0.004 0.16 0.049
Si -1.279 15.842 26.498 -0.033 0.005 -0.024
Si 10.332 10.874 32.07 0.045 -0.076 0.069
Si 7.838 14.538 30.868 -0.031 0.032 0.019
Si 9.51 13.528 33.14 -0.216 -0.006 -0.039
Si -3.648 15.664 31.189 0.082 0.028 0.053
Si 1.68 6.589 24.988 0.015 0.106 -0.046
Si -1.391 5.979 28.149 -0.05 0.045 0.062
Si 4.546 7.282 34.293 0.153 0.035 0.736
Si -0.729 9.17 34.32 0.519 0.256 0.415
Si -2.816 11.607 34.237 0.13 0.558 0.357
Si 0.86 15.687 33.873 -0.33 -0.066 0.436
Si 0.254 20.44 33.425 0.425 -0.687 0.128
Si 5.665 4.743 33.138 -0.036 -0.049 0.014
Si 5.658 5.739 1.398 0.087 0.016 -0.068
Si 1.032 13.164 29.383 -0.052 0.008 0.044
Si 2.915 13.491 33.713 -0.024 -0.391 0.476
Si 7.153 7.652 1.119 -0.17 -0.05 -0.12
Si 0.613 0.314 1.165 0.006 -0.453 0.644
Si 2.723 2.602 1.666 0.11 0.074 0.68
Si 0.018 5.227 1.179 -0.001 -0.012 0.563
Si 3.06 8.585 1.422 0.038 0.021 -0.027
Si 0.561 11.502 1.658 -0.012 -0.017 -0.004
Si 2.164 13.233 1.578 -0.033 -0.13 0.575
Si 6.083 0.799 1.622 0.168 -0.116 0.622
Si 7.918 2.39 1.647 0.081 0.07 0.007
Si 11.937 13.274 29.28 0.036 -0.079 0.031
Si 5.404 14.953 32.844 0.069 -0.056 0.028
Si 4.749 10.43 1.391 -0.04 -0.106 0.032
Si 8.429 14.275 1.313 0.031 -0.006 0.064
Si 10.369 15.816 1.568 -0.431 -0.098 0.542
Si 10.905 5.793 0.342 0.303 -0.371 -0.098
Si 11.829 3.656 0.451 -0.385 0.002 0.403
Si 12.87 8.181 1.014 -0.096 0.465 0.295
Si 11.391 11.696 1.164 0.056 0.266 0.557
Si 13.198 13.383 1.371 -0.178 -0.298 0.43
Si 14.653 1.607 2.726 -0.179 0.182 0.323
Si 1.372 4.109 2.761 -0.026 0.026 -0.023
Si 15.037 6.556 2.627 0.328 -0.369 0.367
Si 1.407 9.594 2.758 0.009 -0.015 -0.027
Si 14.956 12.394 2.69 -0.028 -0.011 0.003
Si 1.341 15.077 2.798 -0.033 0.089 -0.039
Si 4.224 1.409 2.934 0.036 -0.014 -0.033
Si 6.814 4.154 2.775 -0.034 -0.08 0.022
Si 4.095 6.883 2.766 -0.049 0.045 -0.025
Si 6.523 9.42 2.608 -0.037 0.051 0.026
Si 3.95 12.215 2.708 0.02 0.04 -0.079
Si 6.839 15.162 2.766 -0.012 0.058 -0.086
Si 9.482 1.234 2.918 0.085 0.021 -0.084
Si 12.766 3.33 2.632 0.022 -0.003 0.153
Si 8.873 6.723 2.316 -0.442 -0.157 0.265
Si 12.225 9.925 2.445 -0.006 0.017 0.064
Si 9.476 12.42 2.438 -0.003 -0.063 -0.088
Si 12.129 14.892 2.81 0.057 -0.001 -0.048
Si 13.538 16.321 4.063 0.003 0.044 0.008
Si 0 2.686 4.058 -0.014 0.029 0.025
Si 13.688 5.152 3.967 -0.019 0.023 -0.143
Si 0.016 8.088 3.967 -0.045 -0.053 -0.018
Si 13.691 10.901 3.998 -0.014 0.016 -0.002
Si -0.09 13.758 4.127 0 -0.036 -0.068
Si 2.824 16.286 4.152 0.01 -0.007 -0.054
Si 5.462 2.861 4.229 0.043 0.06 -0.026
Si 2.71 5.503 4.084 0.019 0.006 0.019
Si 5.39 8.174 4.212 0.012 -0.029 -0.014
Si 2.698 10.907 4.214 -0.071 0.014 -0.023
Si 5.415 13.645 3.941 0.028 0.004 -0.025
Si 8.142 16.304 4.328 -0.07 0.002 0.005
Si 10.988 2.608 4.057 0.034 0.059 -0.035
Si 8.162 5.474 4.144 -0.032 -0.048 0.021
Si 10.719 8.687 3.702 0.164 0.675 0.288
Si 8.068 10.92 3.752 0.032 -0.021 -0.011
Si 10.794 13.515 4.12 -0.056 -0.031 0.048
Si 14.89 15.037 5.496 0.011 -0.001 0.046
Si 1.39 1.346 5.419 -0.023 -0.01 -0.031
Si 15.032 4.002 5.488 -0.004 -0.029 -0.001
Si 1.362 6.84 5.441 -0.02 -0.017 0.027
Si 14.977 9.458 5.346 0.004 -0.001 0.002
Si 1.285 12.307 5.441 -0.005 0.011 0.021
Si 4.124 14.908 5.468 0.003 -0.013 0.015
Si 6.797 1.435 5.558 0.046 0.007 0.01
Si 4.05 4.174 5.514 -0.013 0.026 0
Si 6.79 6.809 5.497 0.002 0.025 -0.003
Si 4.053 9.544 5.547 0.033 0.03 -0.022
Si 6.784 12.248 5.266 -0.001 0.008 0.028
Si 9.521 14.89 5.555 -0.006 -0.005 -0.019
Si 12.232 1.293 5.519 0.015 0.025 0.017
Si 9.617 4.068 5.366 0.014 0.019 -0.016
Si 12.394 6.558 5.363 0.305 -0.336 0.468
Si 9.41 9.686 5.322 -0.009 0.01 0.05
Si 12.255 12.191 5.4 -0.028 -0.037 -0.015
Si 0.004 16.351 6.812 0.011 -0.006 0.017
Si 2.703 2.738 6.807 0.016 -0.011 -0.023
Si 0.021 5.446 6.803 0.019 0.025 -0.028
Si 2.692 8.172 6.853 -0.018 -0.02 0.029
Si -0.041 10.868 6.753 0.001 -0.004 0.003
Si 2.709 13.594 6.811 0.009 -0.01 -0.014
Si 5.435 16.322 6.834 0.016 -0.011 -0.03
Si 8.235 2.767 6.814 -0.028 0.019 0.009
Si 5.437 5.483 6.873 -0.009 0.009 0.021
Si 8.192 8.208 6.741 -0.007 -0.003 0.007
Si 5.481 10.918 6.769 0.036 0.031 -0.018
Si 8.11 13.525 6.793 0.017 -0.048 -0.023
Si 10.882 16.271 6.878 0.021 0.002 -0.003
Si 13.619 2.677 6.832 -0.017 0.014 -0.01
Si 10.928 5.396 6.784 -0.005 0.046 0.007
Si 13.627 8.082 6.714 -0.026 -0.007 -0.021
Si 10.863 10.875 6.756 -0.026 0.006 -0.009
Si 13.56 13.595 6.792 -0.011 -0.001 0.011
Si -1.348 17.664 13.607 0.016 -0.004 -0.004
Si 1.353 4.103 13.581 -0.013 0.026 0
Si -1.364 6.801 13.616 0.007 0.008 0.008
Si 1.367 9.521 13.587 0.016 -0.022 -0.003
Si -1.367 12.215 13.58 -0.004 0.019 0
Si 1.379 14.962 13.615 -0.004 0.001 -0.006
Si 4.104 17.673 13.583 0.007 0.005 0.003
Si 6.793 4.079 13.596 -0.006 -0.001 -0.012
Si 4.087 6.8 13.586 0.012 -0.011 0.002
Si 6.797 9.539 13.603 -0.019 0.012 0.001
Si 4.075 12.251 13.62 -0.003 0.01 -0.005
Si 6.799 14.937 13.613 0.013 -0.021 0.001
Si 9.522 17.683 13.592 -0.008 0.006 -0.01
Si 12.257 4.069 13.607 0.018 -0.025 -0.003
Si 9.539 6.816 13.608 -0.02 -0.017 0.01
Si 12.23 9.499 13.589 -0.006 0.007 -0.009
Si 9.503 12.213 13.591 0.021 -0.011 -0.01
Si 12.235 14.945 13.582 -0.018 0.005 0.004
Si 13.607 16.288 14.95 0.005 -0.01 -0.02
Si 0.002 2.745 14.941 -0.005 -0.029 -0.013
Si 13.606 5.426 14.983 -0.011 -0.007 0.008
Si 0.016 8.165 14.956 0.001 0.024 0.004
Si 13.594 10.847 14.936 0.006 -0.01 -0.01
Si 0.005 13.57 14.926 0.01 -0.013 -0.01
Si 2.764 16.33 14.96 0.01 -0.008 0.007
Si 5.439 2.705 14.964 -0.003 0.002 -0.012
Si 2.713 5.454 14.944 0.01 -0.006 -0.003
Si 5.43 8.175 14.945 -0.015 -0.018 -0.013
Si 2.71 10.881 14.969 -0.007 0.017 -0.001
Si 5.437 13.594 15.002 -0.025 0.005 0.016
Si 8.168 16.309 14.946 0.01 0.006 -0.009
Si 10.899 2.701 14.957 0 0.011 -0.013
Si 8.155 5.456 14.931 -0.014 -0.013 -0.008
Si 10.88 8.181 14.993 0.023 0.031 0.003
Si 8.147 10.883 14.992 0 0.006 0.009
Si 10.864 13.582 14.924 -0.014 0.003 -0.006
Si -1.347 14.907 16.283 -0.024 -0.021 0.025
Si 1.422 17.75 16.261 0.006 0.055 0.029
Si -1.353 4.06 16.356 -0.005 0.01 0.02
Si 1.374 6.814 16.329 -0.007 -0.008 -0.006
Si -1.338 9.53 16.309 0.015 0 -0.004
Si 1.327 12.221 16.33 0.003 -0.02 -0.013
Si 4.079 14.962 16.369 0.027 -0.004 0.021
Si 6.793 17.634 16.313 -0.02 0.017 -0.005
Si 4.058 4.08 16.293 -0.003 -0.031 -0.002
Si 6.815 6.841 16.291 0.018 0.012 -0.023
Si 4.062 9.512 16.326 0.007 0.008 0.001
Si 6.791 12.232 16.381 -0.006 0.008 0.015
Si 9.525 14.941 16.301 -0.001 -0.01 -0.019
Si 12.261 17.645 16.321 -0.013 0.022 0.009
Si 9.514 4.082 16.26 0.008 0.024 -0.021
Si 12.255 6.811 16.329 -0.019 -0.021 0.001
Si 9.504 9.535 16.372 0.011 -0.015 0.014
Si 12.216 12.211 16.258 -0.018 -0.023 0.009
Si 0.063 16.344 17.498 -0.025 -0.023 0.003
Si 2.723 2.766 17.735 0.004 0.032 0
Si 0.054 5.419 17.687 0.016 -0.05 -0.018
Si 2.675 8.208 17.721 0.012 -0.011 0.031
Si -0.035 10.888 17.735 0.003 0.025 -0.043
Si 2.689 13.569 17.677 0.02 0.019 -0.015
Si 5.446 16.315 17.757 0.015 0.005 -0.032
Si 8.197 2.68 17.59 0.007 -0.021 0.004
Si 5.423 5.477 17.569 -0.007 -0.001 0.009
Si 8.147 8.158 17.738 -0.009 0.012 -0.026
Si 5.445 10.807 17.719 -0.026 -0.037 0.017
Si 8.13 13.668 17.707 -0.019 0.006 0.003
Si 10.964 16.206 17.663 0.016 0.02 0.013
Si 13.573 2.704 17.718 -0.001 -0.036 -0.052
Si 10.802 5.488 17.627 -0.035 0.004 -0.017
Si 13.688 8.132 17.661 0.019 0.025 0.042
Si 10.853 10.948 17.7 -0.009 -0.004 0.012
Si 13.637 13.46 17.616 0.016 -0.051 -0.051
Si -1.251 17.621 18.927 0.031 0.024 0.042
Si 1.406 4.156 19.156 0.007 -0.009 -0.011
Si -1.257 6.764 19.064 0.002 -0.018 0.034
Si 1.264 9.538 19.134 -0.021 0.003 -0.012
Si -1.394 12.204 19.155 -0.02 0.014 -0.03
Si 1.299 14.994 18.938 -0.036 0.047 -0.029
Si 4.082 17.707 19.082 0.01 -0.01 -0.041
Si 6.789 4.083 18.831 0.003 0.017 0.028
Si 4.109 6.839 18.97 -0.009 0.008 -0.007
Si 6.824 9.497 19.16 0.02 -0.02 0.006
Si 4.014 12.141 19.001 -0.041 0.014 -0.036
Si 6.77 14.949 19.182 -0.003 -0.028 -0.024
Si 9.564 17.591 18.909 -0.058 -0.057 0.026
Si 12.119 4.137 18.961 0.03 -0.062 0.042
Si 9.478 6.781 19.114 0.031 -0.014 -0.015
Si 12.29 9.527 18.902 0 0.027 0.027
Si 9.503 12.392 19.089 0.081 0.016 0.051
Si 12.376 14.81 19 -0.025 -0.014 0.028
Si -2.249 15.905 20.212 0.29 -0.229 -0.306
Si 0.003 2.683 20.367 0.059 -0.028 0.044
Si -2.784 5.463 20.291 0.016 0.017 -0.005
Si 0.012 8.106 20.602 0.008 -0.005 0.088
Si -2.761 10.711 20.495 -0.004 0.015 0.026
Si -0.353 14.012 20.308 -0.048 -0.001 -0.018
Si 2.693 16.28 20.347 -0.007 -0.032 0.06
Si 5.443 2.877 20.299 0.015 0.042 0.018
Si 2.797 5.622 20.476 -0.036 0.079 0.107
Si 5.402 8.102 20.482 0.031 0.039 -0.031
Si 2.581 10.964 20.47 -0.014 0.02 -0.075
Si 5.338 13.44 20.392 0.023 0.057 0.065
Si 8.15 16.467 20.41 0.052 -0.036 0.044
Si 10.822 2.662 20.276 0.056 0.016 0.146
Si 8.044 5.33 20.354 -0.009 0.023 0.004
Si 10.955 8.212 20.284 -0.033 0.004 0.017
Si 8.166 10.99 20.431 -0.07 -0.044 -0.021
Si 11.07 13.552 20.513 0.119 -0.33 -0.361
Si 0.632 11.255 24.131 -0.094 0.011 0.019
Si 1.451 17.711 21.712 -0.176 -0.076 -0.677
Si -1.874 3.627 21.391 -0.002 -0.012 -0.425
Si 1.994 7.446 21.868 0.172 0.096 -0.674
Si -1.976 8.812 21.757 -0.036 0.01 0.004
Si 1.26 12.751 21.587 0.066 -0.01 -0.559
Si 3.751 14.643 21.666 0.396 0.365 -0.186
Si 7.126 18.21 21.584 -0.017 0.021 0.041
Si 4.541 4.593 21.662 0 -0.049 0.002
Si 6.332 6.233 21.741 -0.04 -0.021 0.043
Si 3.77 9.272 21.762 -0.061 0.038 0.051
Si 6.589 12.059 21.874 -0.023 -0.044 -0.011
Si 9.448 15.655 22.187 -0.346 0.33 -0.395
Si 12.709 18.252 21.494 -0.105 0.315 -0.652
Si 8.974 3.504 21.517 0 0.009 -0.076
Si 12.566 7.14 21.639 -0.005 0.038 0.084
Si 10.067 10.061 21.443 0.292 0.221 -0.606
Si 11.842 11.717 21.783 -0.042 -0.041 0.063
Si 10.236 17.557 24.585 -0.047 0.012 -0.244
Si 12.057 6.356 28.436 -0.034 0.093 -0.064
Si 5.955 17.44 23.546 0.218 -0.502 -0.674
Si 2.975 15.496 28.522 -0.021 -0.011 0.045
Si 3.288 11.079 25.401 0.06 0.032 0.05
Si -2.908 7.211 25.949 -0.125 0.111 -0.018
Si 5.992 8.865 30.315 0.096 -0.082 -0.032
Si 5.394 10.382 23.269 -0.195 0.148 -0.663
Si -0.215 11.636 26.904 0.058 -0.105 0.108
Si 1.556 9.059 26.944 -0.044 0.082 -0.028
Si 7.149 13.812 23.351 -0.629 -0.054 -0.408
Si 0.894 7.733 29.54 -0.011 -0.02 0.102
Si 7.692 16.897 26.02 0.099 0.03 -0.015
Si 9.612 8.447 33.415 0.061 -0.09 0.069
Si 8.842 12.686 28.618 0.001 0.029 0.042
Si 6.422 5.228 28.078 -0.023 0.017 -0.018
Si 1.337 3.755 25.355 0.012 -0.102 -0.173
Si 11.644 6.536 23.758 0.121 0.184 -0.656
Si 10.271 9.332 24.368 0.1 0.006 -0.22
Si 11.252 19.717 28.354 -0.07 0.05 0.071
Si 6.09 8.021 27.38 0.079 -0.138 0.025
Si 8.601 10.124 29.742 0.096 -0.141 -0.061
Si 9.796 7.357 30.451 -0.051 0.077 0.095
Si 4.267 13.827 26.238 0.109 -0.047 -0.102
Si 1.756 11.626 31.675 0.068 0.02 -0.035
Si 6.982 6.021 24.015 -0.181 0.112 -0.668
Si -2.775 13.097 26.562 -0.045 -0.06 0.012
Si 4.493 16.932 30.786 -0.008 -0.124 0.008
Si 4.169 9.783 32.515 0.177 0.119 0.112
Si -3.229 11.174 31.38 0.033 0.057 0.002
Si 8.236 19.023 28.162 -0.033 -0.049 0.045
Si 0.456 19.918 28.239 0.009 -0.017 0.002
Si -0.119 17.451 24.253 0.127 0.047 -0.001
Si 3.578 3.176 23.282 0.26 0.619 -0.412
Si 11.759 18.678 31.257 -0.025 -0.13 0.102
Si -1.739 9.473 23.996 -0.115 -0.452 -0.55
Si -2.538 19.038 23.866 -0.013 0.185 -0.021
Si 3.418 19.378 32.031 -0.347 -0.098 0.409
Si 0.431 16.88 28.741 0.006 -0.008 -0.001
Si -3.53 18.071 26.27 -0.097 0.042 -0.078
Si 7.156 13.824 26.322 0.026 -0.045 0.057
Si -0.475 15.243 31.039 0.031 -0.048 0.033
Si 9.443 4.153 23.665 -0.063 -0.213 -0.624
Si 11.315 15.601 33.94 0.44 0.243 0.602
Si 4.61 6.027 26.014 0.093 -0.054 -0.005
Si -0.488 9.758 31.519 -0.023 -0.018 -0.004
Si 7.106 6.029 30.842 0.034 -0.027 -0.065
Si 1.553 5.076 30.812 0.003 0.044 0.146
Si 1.969 18.721 33.79 0.171 0.493 -0.039
Si -2.801 19.467 33.565 -0.075 -0.021 0.204
Si 5.181 15.159 23.467 0.428 0.142 -0.437
Si 7.518 8.903 25.073 -0.04 0.021 -0.139
Si 7.557 17.456 30.639 0.097 -0.067 -0.082
Si 12.398 11.59 24.168 -0.35 0.22 -0.728
Si 14.978 1.354 8.204 0.015 0.028 0.01
Si 1.362 4.089 8.179 -0.012 -0.004 0.003
Si 14.972 6.794 8.153 -0.006 -0.019 -0.002
Si 1.325 9.547 8.162 0.005 0.008 0.013
Si 14.931 12.221 8.131 0 -0.009 0.009
Si 1.359 14.969 8.161 -0.01 -0.003 0
Si 4.061 1.362 8.169 -0.008 0.002 -0.009
Si 6.832 4.099 8.173 0.002 -0.002 0.006
Si 4.068 6.829 8.212 0.019 0.003 0.016
Si 6.827 9.538 8.134 0.006 0 0
Si 4.093 12.24 8.148 -0.015 0.006 0.001
Si 6.795 14.937 8.161 0.013 0.01 -0.011
Si 9.535 1.361 8.187 -0.008 0.015 0.002
Si 12.257 4.05 8.173 0.021 -0.014 0.013
Si 9.553 6.814 8.096 0.005 -0.013 -0.003
Si 12.23 9.46 8.074 -0.017 -0.029 -0.016
Si 9.514 12.215 8.154 0.004 -0.011 0.014
Si 12.244 14.926 8.212 -0.011 -0.005 0.009
Si 13.616 16.299 9.546 0.008 -0.007 -0.004
Si 0.005 2.733 9.545 -0.007 0 0.009
Si 13.609 5.432 9.514 -0.018 -0.006 -0.004
Si -0.011 8.168 9.518 0.003 -0.005 -0.006
Si 13.57 10.842 9.47 -0.009 0.025 -0.011
Si -0.008 13.582 9.496 0.004 -0.004 -0.009
Si 2.71 16.325 9.535 -0.013 0.019 -0.001
Si 5.454 2.716 9.512 0.017 -0.007 -0.01
Si 2.72 5.441 9.543 0.002 0.003 0.001
Si 5.459 8.194 9.521 -0.019 0.022 0.014
Si 2.723 10.885 9.509 0.021 -0.023 0.007
Si 5.427 13.601 9.524 -0.002 0.007 -0.006
Si 8.16 16.306 9.516 0.015 -0.01 0.003
Si 10.894 2.712 9.547 0.026 0.002 -0.003
Si 8.188 5.476 9.504 -0.023 0.036 0.001
Si 10.894 8.142 9.494 0.001 -0.02 0.017
Si 8.168 10.868 9.525 0.01 -0.009 0.012
Si 10.858 13.576 9.534 -0.009 0.006 0.008
Si -1.345 14.935 10.889 -0.004 0.012 0.008
Si 1.361 17.684 10.897 0.003 0.003 0.007
Si -1.361 4.086 10.892 0.012 -0.002 -0.002
Si 1.355 6.814 10.879 -0.008 -0.004 0.001
Si -1.383 9.513 10.867 0.001 -0.021 -0.001
Si 1.362 12.243 10.87 0.008 0.01 0.006
Si 4.077 14.961 10.885 0.003 -0.006 0.001
Si 6.807 17.671 10.875 -0.013 -0.026 0.002
Si 4.091 4.075 10.879 -0.008 0.006 -0.004
Si 6.816 6.818 10.877 0.01 -0.012 -0.004
Si 4.085 9.537 10.88 0.005 -0.003 0.005
Si 6.794 12.236 10.871 0.008 0.006 -0.003
Si 9.511 14.95 10.888 0.011 0.005 0.002
Si 12.252 17.667 10.894 0.005 0.014 0.005
Si 9.53 4.098 10.88 -0.009 -0.006 -0.012
Si 12.244 6.786 10.869 0.018 0.003 0.003
Si 9.528 9.5 10.864 0.007 0.01 0.013
Si 12.23 12.206 10.862 -0.032 -0.011 0.001
Si 0.012 16.307 12.249 -0.001 0.001 -0.001
Si 2.728 2.723 12.248 0 -0.013 -0.007
Si -0.008 5.461 12.236 -0.002 -0.002 0.004
Si 2.729 8.165 12.231 0.008 0.004 -0.004
Si -0.004 10.869 12.217 0.004 -0.006 -0.004
Si 2.72 13.602 12.244 0.012 0.009 0
Si 5.456 16.307 12.238 0.002 0.018 0.001
Si 8.162 2.727 12.231 0.002 0.007 -0.002
Si 5.449 5.443 12.226 -0.007 -0.009 -0.004
Si 8.169 8.169 12.25 0.01 0.007 0.007
Si 5.434 10.897 12.248 -0.001 0.005 -0.006
Si 8.148 13.584 12.24 -0.019 0.001 0.002
Si 10.876 16.312 12.238 0.001 0 -0.006
Si 13.613 2.709 12.249 -0.009 0.008 -0.004
Si 10.893 5.441 12.252 0.02 0.012 0.004
Si 13.594 8.145 12.236 -0.024 -0.016 0.005
Si 10.874 10.859 12.233 -0.004 -0.008 0.002
Si 13.593 13.574 12.223 0.011 -0.012 -0.012
O 1.239 4.257 29.468 0.044 0.047 -0.297
O 8.841 18.605 34.433 -0.065 0.497 0.017
O 1.643 1.557 1.032 -0.085 0.368 -0.265
O 7.966 15.971 30.114 0.208 -0.001 -0.393
O 10.412 14.289 34.221 -0.025 -0.202 0.399
O 8.168 13.064 33.892 -0.465 0.062 -0.316
O -2.639 18.074 34.4 0.194 -0.173 -0.352
O 5.619 0.763 0.047 -0.131 0.51 -0.292
O 2.785 10.546 32.26 -0.21 -0.245 0.304
O -4.516 10.257 31.794 -0.033 -0.48 -0.128
O 1.764 7.039 23.44 -0.334 0.169 0.012
O 0.032 15.205 32.57 -0.427 -0.156 -0.173
O 11.146 16.247 0.178 0.513 0.127 -0.15
O 4.693 9.42 31.047 -0.29 -0.004 -0.302
O 8.191 7.818 33.88 -0.118 -0.277 -0.298
O 6.173 15.677 34.066 0.147 -0.045 -0.018
O 15.41 0.897 1.393 -0.261 -0.065 -0.376
O 9.703 5.602 1.441 0.036 -0.432 0.17
O 14.226 7.553 1.609 0.047 0.068 0.042
O 9.708 8.098 2.573 -0.085 0.134 -0.298
O 11.543 7.402 4.252 0.047 -0.169 -0.316
O -3.063 16.694 21.433 -0.175 -0.341 0.395
O 10.603 14.677 21.625 0.193 -0.058 0.012
O 8.456 14.76 23.107 0.025 -0.112 0.088
O -3.938 15.317 32.749 0.516 -0.193 -0.067
O 9.09 14.442 31.887 0.452 0.323 -0.263
O 9.215 16.759 25.544 0.216 -0.344 0.344
O 6.51 7.521 31.05 -0.004 0.205 0.568
O 8.056 4.81 24.235 -0.126 -0.265 0.348
O 5.698 13.349 26.847 -0.138 -0.242 0.653
O 8.123 18.658 29.731 0.337 0.398 0.185
O 8.386 13.371 27.238 0.369 0.095 -0.279
O 2.489 13.68 22.187 0.066 0.019 0.536
O 4.917 19.745 32.576 0.347 -0.52 -0.07
O 7.625 17.768 27.366 -0.12 -0.138 0.456
O -1.812 3.918 23.052 0.298 0.632 0.302
O 4.718 10.914 24.668 0.174 0.124 0.299
O 1.771 11.898 30.085 0.252 -0.295 -0.47
O 6.855 17.663 24.88 0.073 0.483 0.142
O 6.256 5.272 29.686 -0.3 -0.384 0.286
O 6.903 5.174 32.195 0.469 -0.217 0.171
O -4.034 20.321 34.217 -0.383 0.034 -0.547
O 5.005 5.066 27.279 -0.293 -0.3 0.347
O 9.613 9.546 22.918 -0.269 -0.294 0.093
O 2.221 10.975 24.184 0.306 -0.135 -0.287
O 2.16 14.283 29.184 0.255 -0.248 0.3
O 4.126 16.02 29.515 0.169 -0.269 0.024
O -0.191 16.298 25.378 0.467 -0.212 0.072
O 5.596 8.597 28.783 -0.631 0.197 -0.242
O 7.625 7.325 24.728 0.21 -0.149 -0.011
O 0.257 12.128 25.433 0.148 0.736 -0.13
O 8.123 17.646 32.136 -0.207 -0.214 0.191
O -2.898 12.106 32.682 0.105 0.429 0.008
O -0.39 8.761 32.787 0.326 -0.471 -0.044
O 2.324 14.978 34.004 0.569 0.369 0.28
O 5.962 17.546 30.62 -0.021 0.277 0.052
O 12.276 7.358 27.144 -0.509 0.507 -0.24
O 9.818 19.13 24.508 0.11 0.033 0.567
O -1.828 11.815 26.934 -0.177 -0.345 0.352
O -3.647 12.077 30.106 0.287 0 -0.021
O -0.154 9.833 24.175 0.382 -0.372 0.226
O -3.482 6.209 24.81 0.549 -0.485 -0.136
O 0.694 6.451 0.293 -0.198 0.255 -0.071
O 5.268 10.658 33.343 0.021 0.212 -0.499
O 0.421 4.756 31.931 -0.243 0.289 -0.109
O 7.078 15.437 26.26 -0.28 0.018 0.117
O 11.638 17.399 25.364 0.197 -0.291 0.038
O 10.921 7.858 24.391 0.022 -0.052 0.174
O 4.423 16.033 32.132 -0.611 -0.058 0.112
O 0.747 5.251 25.049 -0.617 -0.114 0.02
O 2.853 9.927 26.466 0.259 -0.229 0.091
O -1.872 10.298 34.215 0.011 -0.026 -0.114
O 9.557 10.986 30.685 0 0.292 -0.33
O 10.14 16.816 23.122 0.131 0.124 -0.135
O 11.978 14.614 30.178 -0.24 0.197 -0.059
O 4.658 18.393 23.743 0.067 0.044 0.598
O 0.387 18.88 24.824 -0.313 0.139 -0.165
O 11.492 19.56 29.939 0.167 0.253 0.296
O 9.203 8.628 29.613 -0.248 -0.13 -0.314
O 12.559 12.757 25.3 -0.359 0.252 0.149
O 1.174 17.274 33.745 0.021 0.057 0.015
O 4.623 5.975 33.31 -0.334 -0.154 -0.288
O 2.777 3.583 24.63 0.038 -0.115 0.357
O 0.795 16.954 23.014 -0.091 -0.724 -0.087
O 7.922 13.338 29.795 -0.495 -0.359 0.028
O -1.619 17.707 23.722 -0.154 -0.425 -0.233
O 2.94 4.469 31.371 0.319 0.368 -0.203
O 9.004 9.468 25.339 0.069 0.269 0.532
O 3.88 8.456 33.374 -0.419 -0.166 0.142
O -0.137 13.819 30.315 -0.42 -0.322 -0.021
O -1.339 20.154 33.613 -0.044 0.196 -0.036
O 2.124 13.024 32.376 -0.211 0.334 -0.251
O 10.472 12.357 32.624 0.271 -0.057 0.184
O -2.854 19.293 25.417 -0.107 0.551 0.068
O -2.444 10.93 24.1 0.421 0.391 0.065
O 11.35 10.472 24.73 -0.175 -0.185 0.248
O 6.689 9.544 23.833 0.323 0.047 -0.087
O 7.013 6.689 27.63 0.485 -0.11 0.079
O 10.256 16.693 33.419 -0.064 -0.171 -0.286
O 3.092 6.032 25.544 0.001 -0.128 0.134
O 10.402 12.963 28.902 -0.046 -0.091 0.201
O -3.238 19.188 32.042 0.463 0.177 -0.502
O 1.442 3.608 26.959 0.305 -0.121 0.105
O 0.289 9.004 30.331 0.077 0.153 -0.273
O -0.889 4.457 28.004 -0.269 -0.329 -0.314
O 1.956 16.717 28.23 0.305 0.337 -0.254
O 12.402 18.654 23.069 -0.317 0.006 0.395
O 0.258 11.122 31.999 -0.289 0.46 0.438
O 3.305 12.523 26.137 -0.355 -0.1 0.417
O 10.099 7.719 32.027 0.507 -0.065 0.099
O 4.504 13.717 33.41 0.045 -0.451 0.089
O 0.291 10.095 27.108 -0.474 -0.343 0.377
O 10.447 18.908 32.196 -0.312 0.528 0.093
O 4.833 7.557 26.486 -0.416 0.406 -0.041
O 5.595 5.63 24.786 -0.148 -0.472 0.021
O 8.68 6.167 30.45 0.151 -0.363 -0.033
O 11.433 4.947 27.93 -0.198 -0.016 -0.476
O 2.496 18.822 22.278 0.022 0.059 0.002
O 15.644 4.059 0.195 -0.005 -0.496 0.025
O 11.128 6.927 29.636 0.367 0.078 -0.008
O -0.017 18.407 28.546 -0.35 0.145 0.069
O -0.306 6.9 28.876 -0.111 0.135 -0.26
O 11.756 7.026 0.916 -0.053 -0.153 0.399
O 3.625 14.961 27.169 -0.051 0.253 -0.19
O 1.22 7.855 25.89 -0.343 0.149 0.058
O 12.295 18.725 27.64 0.066 -0.011 0.258
O 1.842 8.349 28.377 0.503 0.033 0.1
O -1.85 14.372 26.176 -0.017 0.072 -0.34
O -2.768 6.058 29.002 -0.018 0.078 0.692
O 4.444 14.541 24.806 -0.446 0.063 -0.175
O 8.549 11.085 28.442 -0.179 -0.144 -0.658
O 0.352 12.075 22.775 -0.435 -0.024 0.055
O 3.492 18.194 30.916 -0.547 0.11 -0.383
O 3.59 3.315 0.49 0.097 -0.402 -0.001
O 6.837 9.143 26.519 -0.157 0.781 0.3
O 1.676 6.67 30.496 0.302 0.339 0.095
O -1.628 6.549 26.658 0.628 -0.139 -0.182
O 7.133 9.998 30.388 -0.347 0.491 0.455
O 7.376 13.194 24.847 0.327 -0.559 0.229
O 10.631 5.269 23.741 0.03 -0.048 0.153
O -1.984 10.187 31.052 -0.13 -0.326 -0.136
O -0.521 15.851 27.927 -0.016 -0.288 0.081
O 9.792 19.257 27.852 0.038 0.076 -0.5
O -2.051 15.568 30.973 -0.047 0.158 0.038
O 9.394 10.012 33.054 -0.704 0.307 0.33
O -3.618 13.484 27.877 -0.126 0.383 0.028
O 0.315 16.452 30.297 0.509 0.346 0.45
O 0.418 12.627 28.002 -0.059 0.277 -0.306
O 6.455 14.449 31.716 -0.222 -0.434 -0.23
O -2.469 16.916 26.595 0.081 -0.121 0.373
O 7.429 4.031 27.734 -0.072 0.237 -0.496
O -4.28 17.126 30.865 -0.034 -0.095 -0.35
O -2.385 8.557 25.188 -0.137 0.113 0.251

Results
total energy: -105592.055 eV
total energy less fixed offsets of O -438.35, Si -107.03 eV per atom: 6.295 eV
